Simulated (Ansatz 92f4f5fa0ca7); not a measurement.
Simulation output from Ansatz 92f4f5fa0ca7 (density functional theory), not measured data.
Periodic cell of 220 atoms, Si132O88, from a study of silicon, its oxide and their interface. The atomic structure is a simulated model.
Doubt: the cutoff is far below the 930 eV that the study's wrapper takes by default for these files, so forces and energies are approximate.

Settings
functional: PBE
potential files: Ansatz PAW
basis: plane waves
wave-function cutoff: 580 eV
density cutoff ratio: 5
exchange-correlation grid ratio: 1
k mesh: 1 x 1 x 1, Gamma-centred
self-consistency stop: 5e-08 eV per atom in the density residual
occupations: fixed
spin: none
net charge: 0

Cell vectors (angstrom)
a	10.938	0	0
b	0	10.938	0
c	0	0	32.3692

Atoms: element, x, y, z (angstrom)
Si	-0.3179	0.4363	24.9506
Si	5.7402	-0.2932	24.8418
Si	2.4599	2.9914	24.8127
Si	8.4284	2.6368	24.929
Si	0.3532	5.3139	24.8318
Si	5.1483	5.9974	24.603
Si	2.9838	8.107	25.2347
Si	8.107	8.5801	24.7483
Si	1.3476	1.4898	26.2643
Si	6.8244	1.4075	26.1539
Si	4.1525	4.2009	26.0018
Si	9.6396	4.1837	26.1931
Si	1.4039	6.8112	26.3491
Si	6.8745	6.9157	26.024
Si	4.29	9.599	26.4084
Si	9.5509	9.6871	26.2509
Si	2.7455	0.028	27.5782
Si	8.1542	0.0571	27.6038
Si	-0.0275	2.7947	27.6263
Si	5.4407	2.7806	27.4973
Si	2.7986	5.4197	27.5906
Si	8.1941	5.514	27.4981
Si	-0.0242	8.2263	27.5842
Si	5.5761	8.1381	27.6294
Si	4.1018	1.3673	28.9509
Si	9.5708	1.3673	28.9509
Si	1.3673	4.1018	28.9509
Si	6.8362	4.1018	28.9509
Si	4.1018	6.8362	28.9509
Si	9.5708	6.8362	28.9509
Si	1.3673	9.5708	28.9509
Si	6.8362	9.5708	28.9509
Si	0	0	30.3182
Si	5.469	0	30.3182
Si	2.7345	2.7345	30.3182
Si	8.2035	2.7345	30.3182
Si	0	5.469	30.3182
Si	5.469	5.469	30.3182
Si	2.7345	8.2035	30.3182
Si	8.2035	8.2035	30.3182
Si	1.3673	1.3673	31.6854
Si	6.8362	1.3673	31.6854
Si	4.1018	4.1018	31.6854
Si	9.5708	4.1018	31.6854
Si	1.3673	6.8362	31.6854
Si	6.8362	6.8362	31.6854
Si	4.1018	9.5708	31.6854
Si	9.5708	9.5708	31.6854
Si	2.7345	0	0.6835
Si	8.2035	0	0.6835
Si	0	2.7345	0.6835
Si	5.469	2.7345	0.6835
Si	2.7345	5.469	0.6835
Si	8.2035	5.469	0.6835
Si	0	8.2035	0.6835
Si	5.469	8.2035	0.6835
Si	4.1018	1.3673	2.0507
Si	9.5708	1.3673	2.0507
Si	1.3673	4.1018	2.0507
Si	6.8362	4.1018	2.0507
Si	4.1018	6.8362	2.0507
Si	9.5708	6.8362	2.0507
Si	1.3673	9.5708	2.0507
Si	6.8362	9.5708	2.0507
Si	0	0	3.418
Si	5.469	0	3.418
Si	2.7345	2.7345	3.418
Si	8.2035	2.7345	3.418
Si	0	5.469	3.418
Si	5.469	5.469	3.418
Si	2.7345	8.2035	3.418
Si	8.2035	8.2035	3.418
Si	1.3501	1.3341	4.7913
Si	6.8237	1.3656	4.7967
Si	4.0696	4.153	4.7146
Si	9.556	4.0716	4.8604
Si	1.3702	6.8208	4.8177
Si	6.8802	6.7614	4.7728
Si	4.1012	9.5526	4.8293
Si	9.5986	9.5256	4.7299
Si	2.5957	-0.1425	6.2064
Si	8.2416	-0.0767	6.0658
Si	0.0073	2.6927	6.2229
Si	5.3578	2.7672	6.0296
Si	2.7732	5.4767	6.1679
Si	8.0997	5.3258	6.2809
Si	-0.083	8.1145	6.1474
Si	5.5544	8.1453	6.1097
Si	3.722	1.6252	7.2466
Si	9.7931	0.9797	7.4524
Si	1.6614	3.8851	7.4972
Si	6.3789	4.156	7.6453
Si	4.4269	6.6018	7.4731
Si	9.2878	6.951	7.5193
Si	0.964	9.5846	7.6443
Si	7.1935	9.2591	7.4329
O	1.3923	4.1513	24.2174
O	6.9116	9.6291	24.1841
O	2.7218	2.7098	8.0653
O	6.6096	10.0453	8.7513
O	5.4103	5.4228	8.1098
O	-0.0292	-0.0957	8.0657
O	3.899	7.0681	24.3231
O	9.4725	1.4865	24.3412
O	1.2067	8.712	9.0553
O	1.1813	4.6937	8.8703
O	8.9193	1.3848	8.8102
O	7.7254	8.8417	12.0841
O	4.675	0.9567	8.3794
O	3.9246	7.4481	8.8
O	6.5556	3.2865	9.061
O	8.2521	8.1413	8.094
O	2.936	2.0981	23.5049
O	4.823	0.2173	23.5727
O	7.818	3.4795	23.6316
O	10.8238	6.2085	23.5229
O	9.0606	8.1723	23.4416
O	2.2506	9.2025	24.2633
O	5.668	5.8723	23.0335
O	0.3137	10.853	23.5242
Si	4.1559	8.2678	10.1757
Si	12.2694	8.7268	10.6956
Si	2.7383	5.4465	13.7815
Si	3.6522	0.8992	22.653
Si	7.9634	3.5269	22.0127
Si	6.1778	-2.5831	12.2838
Si	1.4478	9.8189	23.0007
Si	4.9821	7.2876	14.6917
Si	-0.245	5.0224	9.6003
Si	-4.4242	7.5042	19.1807
Si	2.5013	1.1156	13.5557
Si	3.6416	14.0753	15.3429
Si	10.1659	13.5907	20.2532
Si	5.4163	-0.0144	9.4198
Si	8.6226	9.6743	13.1873
Si	1.4193	12.5721	18.8496
Si	0.1257	0.3591	11.8851
Si	-1.4983	-3.1552	19.8477
Si	0.0074	9.7992	18.4156
Si	5.936	5.5172	21.4708
Si	8.6344	0.6756	18.5913
Si	9.332	2.2846	10.1071
Si	4.4182	12.7918	18.1086
Si	6.9071	-5.0851	16.5135
Si	-1.6188	7.1148	14.7431
Si	0.0696	6.3775	12.3586
Si	-6.614	3.255	12.6374
Si	15.5356	10.1139	14.1268
Si	10.3454	7.5046	22.6516
Si	8.1414	3.0071	16.5162
Si	10.9052	6.9597	17.3636
Si	6.9566	11.4454	15.1641
Si	6.2064	10.2884	17.926
Si	5.422	2.6805	20.7626
Si	-0.1777	3.9346	17.6607
Si	6.5066	2.553	10.5267
O	-1.8256	8.6877	14.3822
O	7.4999	4.9838	21.4103
O	6.1239	7.2684	13.5054
O	-1.2659	6.3877	13.3138
O	11.5957	-2.4674	17.6371
O	9.5226	14.1523	21.6343
O	1.2598	5.9324	13.366
O	10.5391	12.5161	10.9454
O	-5.4014	3.3597	11.5686
O	-0.0632	5.2658	11.1925
O	15.2222	2.8224	16.7966
O	9.6854	6.9446	18.4613
O	-0.3801	7.02	15.7814
O	0.8132	13.1527	20.2789
O	2.558	10.6985	22.1468
O	5.4625	6.2901	15.8758
O	15.8345	0.3225	17.7972
O	8.0514	6.4766	15.5333
O	4.3898	1.5861	21.3716
O	-5.4294	7.7194	10.9379
O	9.8852	6.9668	21.1799
O	9.6494	3.6949	16.451
O	5.3689	11.4295	14.7261
O	5.2726	9.6498	12.714
O	5.474	2.5371	19.1389
O	7.7525	10.8184	13.9113
O	9.8254	10.4054	12.4122
O	1.1394	-0.642	11.103
O	-3.3303	12.9397	15.3291
O	13.9458	12.7308	18.8779
O	-0.9412	3.8351	19.1216
O	0.2979	7.82	11.6
O	-5.163	8.7748	18.4172
O	4.7315	8.8449	15.1644
O	4.3032	9.8727	9.9497
O	-1.539	1.2464	19.9076
O	3.5711	6.8041	14.0713
O	7.0771	4.237	16.5959
O	3.3952	12.8459	12.4094
O	0.6402	8.5535	22.3505
O	17.9521	-0.4836	16.4859
O	3.3803	4.5971	12.5193
O	0.8406	2.6292	17.6553
O	2.7796	15.4712	15.1568
O	-1.2776	-0.3195	17.7412
O	-2.7833	2.0079	17.7932
O	4.9768	4.2267	21.1058
O	13.5393	1.9289	14.9624
O	1.1279	10.9657	18.6449
O	-3.6534	-0.1202	19.0416
O	0.9409	1.033	13.1231
O	9.7793	3.6984	9.4578
O	0.5772	5.4115	17.5418
O	-0.626	9.1747	19.8011
O	7.8494	-2.8482	19.9059
O	-5.2568	6.7352	20.3892
O	3.0574	10.5355	13.8093
O	6.0253	0.9895	10.5402
O	6.9312	2.4232	21.36
O	2.8044	8.1234	11.0837
O	9.9658	6.2971	8.8854
O	8.0456	2.5264	11.0882
O	6.9089	6.4134	18.0381
O	4.8409	14.1663	14.2036

Results
free energy: -133961.886 eV
free energy less fixed offsets of O -568.88, Si -635.61 eV per atom: 0.074 eV

Forces (eV/angstrom), in the order of the atoms: element, x, y, z
Si	-0.0081	0.0228	-0.309
Si	0.0421	0.0102	-0.2196
Si	-0.1474	0.0958	-0.2122
Si	0.0385	0.0018	-0.1745
Si	0.2139	0.1282	-0.1311
Si	-0.0247	0.1211	-0.2317
Si	-0.1045	0.1728	-0.2292
Si	0.0145	0.2657	-0.0897
Si	0.0281	-0.123	-0.1316
Si	-0.015	-0.0884	-0.1499
Si	-0.0808	-0.0131	-0.1586
Si	0.1128	0.0213	-0.1673
Si	-0.0709	-0.006	-0.2184
Si	0.027	0.0245	-0.164
Si	-0.0857	-0.0109	-0.1505
Si	0.0764	-0.0172	-0.1888
Si	-0.1118	0.0324	0.0073
Si	-0.0129	-0.0423	0.0372
Si	0.0199	-0.0458	0.0864
Si	-0.0573	0.0031	-0.0074
Si	-0.0302	-0.0184	0.0399
Si	-0.1259	-0.013	0.0755
Si	-0.0664	0.0496	-0.0175
Si	0.0402	0.0101	0.1078
Si	-0.0256	0.4353	-0.2323
Si	-0.1515	0.1948	0.1747
Si	0.2878	0.021	0.2961
Si	-0.0153	0.1478	-0.6289
Si	0.3008	-0.2385	0.1106
Si	-0.2925	0.1532	-0.2111
Si	0.0464	0.0934	-0.1608
Si	0.3041	-0.0054	0.3998
Si	0.0165	0.033	-0.0128
Si	0.028	-0.0564	-0.0675
Si	-0.0192	0.0075	0.026
Si	0.0992	-0.0524	-0.0183
Si	0.1064	0.0241	-0.0566
Si	-0.0494	0.0582	0.0308
Si	0.0398	0.0197	-0.0557
Si	0.0748	0.1223	0.0506
Si	0.0331	0.0074	-0.013
Si	-0.0599	0.0097	-0.0286
Si	0.0124	-0.0413	-0.01
Si	-0.0481	0.0039	-0.0248
Si	-0.0621	0.0274	-0.0167
Si	0.0126	0.0031	-0.0157
Si	0.0032	0.0651	-0.0252
Si	0.0048	-0.085	-0.0021
Si	-0.0204	-0.0603	0.0272
Si	0.04	0.0324	0.0144
Si	-0.0135	0.0033	0.0008
Si	0.0095	-0.0225	0.0206
Si	0.0473	0.0095	0.0245
Si	0.0555	-0.0032	0.0228
Si	0.0618	0.0214	0.0365
Si	-0.0513	0.0063	-0.0044
Si	-0.0027	0.0143	0.0126
Si	-0.0332	-0.0512	0.0204
Si	-0.1005	-0.1166	0.0165
Si	-0.0496	0.0039	0.0027
Si	0.0557	0.0426	-0.004
Si	-0.0598	0.0392	-0.0201
Si	0.016	0.0631	0.0231
Si	-0.0801	-0.0764	0.0323
Si	0.0143	-0.0107	-0.3422
Si	-0.1713	-0.0567	0.2213
Si	-0.174	-0.2001	-0.084
Si	0.047	-0.0418	0.2421
Si	-0.1591	-0.1543	0.4312
Si	0.0859	0.1632	-0.5185
Si	0.0275	-0.0522	0.2573
Si	0.0719	-0.4111	-0.2612
Si	-0.0213	-0.056	0.061
Si	0.0833	-0.0116	-0.0757
Si	0.0251	0.1364	-0.1438
Si	0.0827	0.0425	-0.0581
Si	0.0622	0.0486	-0.1258
Si	0.043	-0.0307	0.0354
Si	0.0738	-0.0208	-0.0167
Si	0.0493	0.0634	-0.1057
Si	-0.1121	-0.005	0.2216
Si	-0.035	0.0077	0.0847
Si	0.0518	-0.0217	0.2328
Si	0.0088	-0.1645	0.159
Si	0.0482	0.0301	0.1516
Si	-0.0644	-0.0498	0.2628
Si	-0.141	-0.1053	0.1504
Si	0.0016	0.0801	0.1784
Si	-0.0855	-0.0251	0.4091
Si	-0.1074	0.0318	0.3112
Si	0.0648	-0.2451	0.4027
Si	-0.0609	-0.1022	0.2753
Si	-0.0222	0.1367	0.3255
Si	-0.1543	0.1202	0.2267
Si	0.0921	0.0727	0.1286
Si	-0.0244	-0.1011	0.2
O	0.0303	-0.0889	0.5377
O	-0.0035	-0.0833	0.5275
O	0.0454	-0.013	-0.7788
O	-0.014	0.0395	-0.0126
O	0.0338	-0.0345	-0.4162
O	-0.0282	-0.0152	-0.36
O	0.1721	-0.1233	0.4744
O	0.1096	-0.032	0.5487
O	-0.0439	0.1351	-0.4528
O	-0.0622	0.0269	-0.2161
O	0.1034	-0.0412	-0.3002
O	-0.0891	-0.0008	-0.0104
O	0.1032	-0.0271	0.0184
O	-0.0352	-0.1615	-0.3083
O	0.0292	0.2515	-0.3551
O	0.0262	-0.0572	-0.5907
O	-0.0054	0.0543	0.1191
O	0.0046	-0.0172	0.0284
O	-0.0135	-0.0982	0.3615
O	-0.0617	-0.1013	0.0246
O	-0.1405	-0.0493	0.0829
O	-0.0436	0.0215	-0.055
O	-0.0596	0.0174	0.3973
O	0.0363	-0.0185	0.0311
Si	0.1692	-0.0874	0.3121
Si	-0.0198	0.1815	0.425
Si	0.0576	-0.0742	-0.2014
Si	0.2239	0.1209	0.0438
Si	-0.0111	-0.1551	-0.3286
Si	0.0888	0.0514	0.0136
Si	-0.0376	-0.034	0.2898
Si	-0.0062	-0.0474	-0.1939
Si	0.0434	-0.0024	0.0462
Si	0.1493	0.0151	0.0317
Si	-0.0872	0.0148	-0.1225
Si	-0.0182	-0.0735	-0.1375
Si	-0.0814	-0.0698	-0.0087
Si	-0.0572	0.0053	-0.13
Si	0.0383	-0.0512	-0.075
Si	-0.1152	0.0878	0.0637
Si	-0.0844	-0.035	0.1197
Si	-0.0585	0.0845	-0.0221
Si	-0.1401	0.1322	0.0585
Si	-0.0211	-0.3129	-0.1657
Si	0.0538	0.0192	0.0372
Si	0.1484	-0.0956	0.4186
Si	0.0429	0.1062	0.039
Si	0.0223	0.1124	-0.0759
Si	-0.0104	0.0469	-0.1602
Si	0.0703	0.0845	0.1896
Si	-0.1175	0.0373	-0.1427
Si	-0.0929	0.0154	-0.1855
Si	-0.0947	-0.1453	0.1061
Si	0.0701	-0.152	0.0549
Si	-0.2516	0.0377	0.0003
Si	0.0402	-0.109	-0.1039
Si	0.0625	0.0983	0.0105
Si	0.1756	0.1391	-0.0197
Si	-0.0078	-0.1055	0.1295
Si	-0.0289	0.1269	0.2642
O	-0.0006	-0.0522	0.0776
O	-0.0141	0.163	0.1044
O	-0.066	-0.0123	0.0603
O	0.0134	-0.0107	0.0081
O	0.0367	-0.0417	-0.05
O	0.0126	0.0757	0.0336
O	-0.0031	-0.0029	-0.0119
O	-0.1136	0.1128	-0.1646
O	0.0876	-0.0811	-0.1056
O	-0.0218	-0.0742	-0.2359
O	0.012	0.0203	0.0276
O	0.0588	-0.0082	-0.0093
O	0.0919	-0.0073	0.1653
O	0.0149	-0.0666	-0.0804
O	-0.0164	-0.0247	0.0228
O	0	-0.0287	0.0589
O	0.0092	-0.0996	-0.0136
O	-0.0327	-0.0323	0.0269
O	-0.2041	-0.1837	0.1502
O	-0.1048	0.0313	-0.1141
O	0.0323	0.0249	0.1854
O	0.0182	0.0266	-0.048
O	0.0758	0.0416	0.0442
O	-0.0068	-0.0182	0.0058
O	-0.0232	-0.0198	0.0191
O	-0.0442	0.0514	0.0586
O	-0.025	-0.0137	0.0075
O	0.1004	-0.1018	-0.0849
O	-0.0043	0.0673	0.053
O	-0.0197	-0.0268	0.0324
O	-0.0122	0.0449	-0.0596
O	-0.0046	0.0329	-0.1821
O	-0.0676	0.0002	-0.012
O	-0.0084	-0.0275	0.1092
O	-0.0192	0.1479	-0.0664
O	-0.0341	-0.0028	-0.088
O	0.009	-0.0029	0.0664
O	0.0036	0.0029	0.0078
O	0.0453	-0.0107	0.057
O	0.0505	0.0402	-0.072
O	0.0069	-0.054	0.0646
O	-0.0033	0.0291	0.1017
O	-0.0099	0.0774	-0.0928
O	0.0007	-0.0433	0.1578
O	0.0592	-0.0521	-0.0295
O	-0.0171	0.0522	-0.013
O	-0.0219	0.0761	0.0294
O	0.0056	0.0601	0.1388
O	0.0134	-0.0422	-0.0279
O	-0.042	-0.0185	-0.0179
O	0.0006	-0.0037	-0.0076
O	-0.0867	0.0584	-0.1566
O	0.0443	-0.0007	-0.0538
O	0.0713	-0.0368	-0.053
O	0.0141	-0.0357	0.0064
O	-0.0106	0.034	0.0229
O	0.1117	-0.0011	0.0826
O	-0.0222	-0.0582	-0.1016
O	-0.0048	0.042	0.0585
O	0.0318	-0.043	-0.1139
O	0.0176	-0.0139	-0.1454
O	0.0583	-0.0139	-0.1542
O	-0.0281	-0.0013	0.0316
O	-0.0134	0.0021	0.0426

The program warned: the cutoff lies below the one the program advises for these potential files; the exchange-correlation potential is rough where the density is thin.
